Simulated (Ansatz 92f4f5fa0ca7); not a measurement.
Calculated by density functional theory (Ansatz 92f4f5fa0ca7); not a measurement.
Periodic cell of 223 atoms, Si132O90As1, from a study of silicon, its oxide and their interface. The atomic structure is a simulated model.
Doubt: the cutoff is far below the 930 eV that the study's wrapper takes by default for these files, so forces and energies are approximate.
This geometry differs little from another in the collection (a relaxation step or a small displacement).

Settings: functional PBE; potential files Ansatz PAW; basis plane waves; wave-function cutoff 580 eV; density cutoff ratio 5; exchange-correlation grid ratio 1; k mesh 1 x 1 x 1, Gamma-centred; self-consistency stop 5e-08 eV per atom in the density residual; occupations fixed; spin none; net charge +1 e, with a uniform compensating background and no finite-size correction.

Cell vectors (angstrom)
a	10.938	0	0
b	0	10.938	0
c	0	0	32.1988

Atoms: element, x, y, z (angstrom)
Si	10.5818	0.2221	24.8607
Si	5.7331	10.681	24.7363
Si	2.4752	2.9164	24.6325
Si	8.4208	2.4634	24.8197
Si	0.2703	5.1688	24.7486
Si	5.1497	5.7478	24.6845
Si	2.9297	8.0086	24.5909
Si	7.937	8.4386	24.7258
Si	1.3256	1.3828	26.028
Si	6.8423	1.3083	26.1177
Si	4.0396	4.1042	25.9841
Si	9.6044	4.0588	26.0785
Si	1.394	6.828	25.9954
Si	6.7647	6.8533	26.0174
Si	4.0994	9.5341	25.9928
Si	9.4587	9.5699	26.1467
Si	2.7242	-0.007	27.3359
Si	8.1547	-0.0212	27.5565
Si	0.0068	2.7153	27.4807
Si	5.4363	2.7434	27.3587
Si	2.724	5.4659	27.4235
Si	8.1811	5.4712	27.344
Si	-0.0109	8.1815	27.3668
Si	5.4373	8.1984	27.4418
Si	4.0765	1.3636	28.7367
Si	9.5756	1.3533	28.8405
Si	1.3628	4.1068	28.8073
Si	6.8251	4.1026	28.732
Si	4.0951	6.817	28.7983
Si	9.55	6.8224	28.7413
Si	1.3628	9.5662	28.7269
Si	6.7819	9.5418	28.8565
Si	0.0192	-0.0261	30.1566
Si	5.424	0.0102	30.1578
Si	2.7348	2.726	30.1462
Si	8.189	2.7491	30.1343
Si	-0.0264	5.4687	30.1363
Si	5.4807	5.4559	30.1456
Si	2.7189	8.2097	30.1204
Si	8.2025	8.1757	30.1581
Si	1.3755	1.355	31.525
Si	6.8246	1.378	31.4908
Si	4.1115	4.0899	31.5104
Si	9.559	4.0992	31.5138
Si	1.3489	6.848	31.4771
Si	6.8453	6.8119	31.535
Si	4.0741	9.5651	31.5179
Si	9.579	9.5499	31.5152
Si	2.7353	-0.0086	0.7087
Si	8.197	0.0053	0.6487
Si	-0.0051	2.7308	0.6816
Si	5.4834	2.7305	0.6865
Si	2.7288	5.4927	0.6372
Si	8.2169	5.4509	0.712
Si	0.0088	8.1847	0.6868
Si	5.4667	8.2048	0.6801
Si	4.1321	1.3596	2.0533
Si	9.559	1.3489	2.041
Si	1.3699	4.1399	2.0083
Si	6.8504	4.0768	2.0717
Si	4.0972	6.8272	2.0409
Si	9.5865	6.83	2.0646
Si	1.3789	9.5408	2.0588
Si	6.8367	9.5932	2.0312
Si	-0.0174	-0.0465	3.3854
Si	5.4982	0.0099	3.4568
Si	2.7765	2.7949	3.3352
Si	8.2047	2.6983	3.4508
Si	0.0301	5.475	3.4385
Si	5.4893	5.4744	3.4001
Si	2.7626	8.1982	3.4474
Si	8.2067	8.2292	3.3749
Si	1.3596	1.4376	4.5992
Si	6.876	1.3138	4.896
Si	4.1283	4.106	4.7857
Si	9.5827	4.0836	4.7702
Si	1.4149	6.829	4.829
Si	6.8207	6.8987	4.7304
Si	4.1686	9.5553	4.8309
Si	9.5525	9.5431	4.7958
Si	2.6489	0.0312	5.9582
Si	8.2142	-0.08	6.2844
Si	0.0187	2.6721	6.0689
Si	5.563	2.8023	6.214
Si	2.8174	5.4838	6.1955
Si	8.173	5.4888	6.0321
Si	-0.0066	8.1668	6.1596
Si	5.532	8.2174	6.2573
As	3.8846	1.5113	7.5133
Si	9.8329	1.1301	7.4731
Si	1.6297	3.8073	7.3159
Si	6.6776	4.4569	7.5137
Si	4.4025	6.6348	7.5696
Si	9.3582	6.9368	7.4261
Si	1.1044	9.8841	7.3199
Si	7.161	9.2239	7.6962
O	8.3058	8.0768	7.9346
O	2.7304	2.7552	8.0155
O	9.5168	1.3482	24.2682
O	4.045	6.863	24.1278
O	0.0338	0.0249	7.9806
O	5.5262	5.5123	8.0559
O	6.8454	9.5718	24.1988
O	1.3658	4.0619	24.1678
O	3.8569	7.3793	8.9531
O	0.8234	4.3863	8.6049
O	9.8125	6.1566	8.8081
O	2.1481	9.3808	8.4717
O	7.5396	3.9425	8.8084
O	4.1977	0.8194	9.1287
O	6.7357	9.573	9.2397
O	9.1856	1.841	8.8065
O	7.6999	3.1487	23.5206
O	10.4894	5.8461	23.4466
O	5.0833	0.4393	23.4055
O	5.8577	5.0879	23.3597
O	3.0993	2.2063	23.274
O	2.2953	8.7227	23.2281
O	8.6219	7.7599	23.3934
O	0.2267	10.3229	23.5969
Si	4.3842	1.57	22.464
Si	3.4944	7.9277	14.0412
Si	7.1171	0.9522	14.687
Si	0.9423	9.3548	22.5188
Si	1.19	4.3134	11.9021
Si	6.2696	8.9597	15.3321
Si	0.6784	1.3766	12.3127
Si	8.626	4.9518	20.5122
Si	0.3319	5.7198	9.38
Si	5.0988	3.1232	17.9493
Si	0.8829	3.7417	16.7538
Si	10.4033	2.8503	19.2372
Si	5.2744	1.1897	10.3665
Si	0.8843	0.1784	19.8492
Si	6.6627	9.4655	10.8866
Si	9.3364	9.6777	18.3329
Si	9.4021	9.2479	12.5863
Si	6.5664	3.8432	22.5813
Si	2.4412	8.0766	9.3939
Si	10.5889	7.3669	17.0832
Si	2.5102	6.2914	16.5839
Si	10.1788	4.4909	14.1961
Si	6.1361	9.1833	18.5248
Si	7.943	2.5624	9.5798
Si	8.8742	2.1339	12.4636
Si	5.3378	6.2452	18.0719
Si	3.9189	0.5551	19.4673
Si	4.2819	3.8553	12.06
Si	5.5487	6.6093	12.1497
Si	8.011	2.5079	17.2325
Si	4.3617	2.4801	14.9724
Si	1.5393	1.2138	15.2694
Si	1.574	9.426	12.0626
Si	8.0581	6.855	13.8786
Si	10.3852	9.8376	15.4999
Si	9.8062	7.0159	22.5472
Si	8.1086	5.4844	17.4115
O	6.0501	7.9712	11.2953
O	6.0152	9.2021	16.9059
O	7.6911	1.3494	13.2175
O	0.8775	1.7515	13.8828
O	9.4318	6.2502	16.8827
O	6.7682	6.2099	13.1401
O	5.1285	4.6607	18.6135
O	9.228	2.1628	18.2849
O	2.3635	0.0944	19.0802
O	9.4122	10.2351	16.7722
O	2.7953	4.4505	11.7126
O	5.0632	10.3219	19.1105
O	9.4258	3.2631	13.4615
O	0.4582	1.7672	19.9632
O	3.15	1.3678	15.0521
O	8.1666	5.3732	19.0241
O	3.8936	6.5973	17.3909
O	4.5765	3.2808	16.3893
O	9.0706	5.6706	14.3175
O	5.4452	2.7587	22.1352
O	10.6672	4.1214	15.6864
O	0.3398	3.8715	18.2867
O	10.4233	10.5148	19.2253
O	9.653	10.0328	14.0346
O	10.9091	8.1194	22.0893
O	1.2012	2.1585	16.545
O	9.7361	3.7537	20.4269
O	8.1289	4.0324	16.6823
O	-0.0338	9.1055	11.9108
O	6.5826	2.4195	18.0182
O	5.6173	10.7439	11.2122
O	7.7472	9.5921	18.8492
O	10.0328	1.0336	12.0505
O	1.2994	6.9795	9.0656
O	0.6324	4.7737	13.3652
O	5.7034	7.6213	18.9895
O	5.2452	5.0944	11.5194
O	2.714	6.9823	15.1182
O	0.925	2.751	11.4783
O	0.8674	10.6829	15.5538
O	2.4063	8.6146	10.9115
O	4.6925	2.4474	11.257
O	4.2614	3.5109	13.6792
O	2.1938	4.6838	16.483
O	10.7017	8.2488	15.7015
O	6.9307	10.2853	14.6797
O	2.3517	8.9562	13.4308
O	8.0292	1.5207	15.9244
O	4.128	7.0007	12.8538
O	4.1729	2.0096	18.7263
O	7.2904	4.418	21.2616
O	8.3487	2.8804	11.1103
O	1.18	6.8669	17.3626
O	5.6515	1.5712	14.7544
O	8.1479	9.7627	11.5908
O	9.1991	6.2902	21.2353
O	8.9606	7.7192	12.859
O	1.6559	0.1305	11.8932
O	6.6442	6.1508	17.0679
O	7.4045	7.8009	15.0504
O	1.2124	10.3031	21.2324
O	10.0277	8.1987	18.3598
O	3.9439	0.847	21.0822
O	0.3475	5.3366	10.9402
O	6.6248	1.6113	9.5448
O	4.7863	8.6989	14.6844

Results
free energy: -139958.749 eV
free energy less fixed offsets of As -4856.12, O -568.88, Si -635.61 eV per atom: -2.909 eV

Forces (eV/angstrom), in the order of the atoms: element, x, y, z
Si	0.001	-0.001	-0.0007
Si	-0.0016	0.0007	0.0002
Si	0.0003	-0.0007	-0.0004
Si	-0.0011	0.0011	-0.0005
Si	-0.0013	0.0006	-0.0002
Si	0.0004	-0.0011	-0.0001
Si	-0.0002	0.0008	0.0003
Si	0.0003	-0.0013	-0.0009
Si	0.0003	-0.0001	-0.0001
Si	0.0006	-0.0001	-0.0007
Si	0.0007	0.0006	-0.0007
Si	0.0005	0	-0.0005
Si	0.0002	0.0002	-0.0011
Si	0.0001	-0.0001	-0.0002
Si	0	0	-0.0006
Si	0.0004	0.0002	-0.0002
Si	0	-0.0002	0.0005
Si	-0.0001	0	-0.001
Si	-0.0002	0.0002	-0.0016
Si	-0.0009	-0.0003	0.0013
Si	-0.0004	-0.0006	-0.0007
Si	-0.0002	-0.0001	0.0006
Si	-0.0004	-0.0003	0.0011
Si	0.0003	0.0003	-0.0011
Si	0.0005	0.0005	-0.0004
Si	0	-0.0003	0.0006
Si	0.0002	0.0006	0.0008
Si	0.0008	0.0001	-0.0009
Si	0	0	0.0007
Si	0.0001	0.0004	-0.0007
Si	0.0004	0.0006	-0.0009
Si	0.0004	-0.0003	0.0006
Si	0.0003	-0.0013	0.0004
Si	-0.0015	0.0006	0.0001
Si	0.0014	-0.0014	0.0002
Si	-0.0007	0.0009	0.0004
Si	-0.0009	-0.0001	0
Si	0.0007	-0.0006	0.0003
Si	-0.001	0.0003	0.0002
Si	0.0005	-0.0009	0.0002
Si	-0.0005	0.0014	-0.0001
Si	0.0011	-0.0011	0
Si	-0.0011	0.0007	-0.0001
Si	0.0007	0.0001	-0.0003
Si	0.0014	-0.0001	-0.0001
Si	-0.0001	0.0009	-0.0004
Si	0.0016	-0.0001	-0.0002
Si	-0.0002	0.0009	-0.0002
Si	0.0006	-0.0009	-0.0002
Si	-0.0001	-0.0006	-0.0002
Si	-0.0003	-0.0012	0.0004
Si	0.0006	0.0009	-0.0004
Si	-0.0001	-0.0006	-0.0005
Si	-0.0002	-0.0008	-0.0002
Si	-0.0007	0.0004	-0.0002
Si	-0.001	-0.001	0.0004
Si	-0.0009	-0.0005	0.0008
Si	0.0006	-0.0007	0.0001
Si	0.002	-0.0007	-0.0007
Si	0.0004	0.0007	-0.0006
Si	0.0002	0.0008	-0.0004
Si	0.0005	-0.0001	0.0004
Si	-0.0004	0.0007	0.0002
Si	-0.0002	0.0023	-0.0004
Si	0.0005	0.0034	-0.0007
Si	0.0012	-0.0031	-0.0008
Si	-0.0022	0.0005	-0.0009
Si	0.0016	-0.001	0.0017
Si	-0.0013	-0.0001	0.0018
Si	-0.0029	-0.0019	-0.0008
Si	0.0042	-0.0012	0.0011
Si	-0.0011	-0.0005	-0.0006
Si	0.0028	-0.0033	0.0037
Si	-0.0004	0.0031	-0.0027
Si	0.0029	0.0026	-0.0001
Si	-0.0011	0.0024	-0.0017
Si	0.0001	0	0
Si	0.0002	0.0023	0.001
Si	-0.0048	0.0027	-0.0003
Si	0.0013	0.0004	0.0027
Si	-0.0013	-0.0009	-0.0045
Si	0.002	-0.0049	0.0032
Si	0.0038	-0.0001	0.0031
Si	0.0019	0.0023	0.0026
Si	-0.0018	-0.0031	0.0024
Si	0.0003	-0.0006	0.0012
Si	-0.0031	-0.0014	0.0009
Si	0.0026	-0.0009	0.0006
As	-0.0039	-0.002	-0.0077
Si	0.0017	-0.0023	0.0034
Si	-0.0102	0.0076	0.0037
Si	0.0024	-0.0017	0.0003
Si	-0.0015	-0.0012	0.0024
Si	0.0025	-0.0022	0.0033
Si	0.0026	0.0042	0.0018
Si	-0.0001	0.0024	-0.0003
O	0.0014	0.001	-0.002
O	-0.0056	0.0077	-0.003
O	0.0004	-0.0002	0.0005
O	0.0003	-0.0001	-0.0002
O	-0.0017	-0.0035	-0.0032
O	-0.0016	-0.0003	-0.0002
O	0.0008	0.0001	0
O	0.0002	0.0001	0
O	0.0004	-0.0015	-0.0022
O	0.0104	0.0087	0.0055
O	0.0128	-0.0044	-0.0001
O	-0.0011	-0.0004	-0.0012
O	-0.002	0.0018	-0.0029
O	0.0006	-0.0028	0.0053
O	0.0006	-0.0009	-0.0011
O	-0.0004	-0.0008	-0.0018
O	0.0011	-0.0009	0.0009
O	0.001	-0.0009	0.001
O	0.0009	-0.0011	0.0008
O	-0.0004	0.0007	0.0007
O	-0.0006	0.0006	0.0008
O	0.0006	-0.0005	0.0007
O	-0.0006	0.0006	0.001
O	-0.0009	0.0011	0.0013
Si	0.0001	0	-0.0011
Si	-0.0001	0.0001	0.0011
Si	-0.0004	0	0.0008
Si	0.0001	0	-0.0012
Si	-0.0002	-0.0008	0.0007
Si	0	0.0001	0.0003
Si	-0.0004	-0.0003	0.0007
Si	0.0001	-0.0005	-0.0008
Si	-0.0005	-0.0068	-0.0083
Si	-0.0002	0.0002	-0.0003
Si	0.0002	0.0001	0.0002
Si	-0.0002	0	-0.0006
Si	0.0008	0.0006	0.0035
Si	-0.0007	0.0005	-0.0008
Si	0.0017	-0.0017	0.0012
Si	-0.0003	0	-0.0003
Si	0	-0.0004	0
Si	0.0001	0.0001	-0.0006
Si	0	0.0012	0.0012
Si	-0.0001	0.0003	0.0001
Si	-0.0002	0	0.0004
Si	-0.0005	-0.0003	0.001
Si	0.0001	-0.0002	0
Si	0.0012	-0.0004	0.0029
Si	0.0001	-0.0001	0.0009
Si	-0.0003	0.0002	0
Si	0.0001	0.0001	-0.0012
Si	-0.0007	-0.0001	0.0014
Si	0.0003	0	0.0011
Si	-0.0001	-0.0001	0
Si	0.0001	-0.0001	0.0003
Si	0.0002	-0.0001	0.0011
Si	-0.0008	-0.0009	0.0004
Si	-0.0005	0.0002	0.0006
Si	-0.0001	-0.0001	0.0005
Si	0.0001	0.0002	-0.0008
Si	-0.0004	0.0002	-0.0004
O	0	0.0006	-0.0004
O	-0.0001	0	-0.0002
O	-0.0002	0.0001	-0.0004
O	-0.0002	0.0003	-0.0004
O	-0.0002	-0.0002	-0.0001
O	-0.0007	0.0002	-0.0005
O	0	-0.0001	0
O	-0.0001	0.0001	0.0001
O	-0.0001	0	0.0004
O	-0.0001	0.0001	-0.0001
O	0.0012	-0.0004	0.0007
O	-0.0005	0.0003	0.0001
O	0.0001	0.0005	-0.0003
O	0.0001	-0.0002	0.0001
O	-0.0002	0.0003	-0.0005
O	0.0001	0	0.0005
O	-0.0002	0.0001	-0.0002
O	0	0	-0.0001
O	0	-0.0002	0.0001
O	0	0	-0.0001
O	-0.0003	0	-0.0007
O	-0.0001	0.0002	0.0002
O	0.0003	0.0001	0.0003
O	-0.0001	0.0003	-0.0004
O	0	-0.0001	0
O	-0.0001	0	-0.0004
O	-0.0003	0.0004	0.0004
O	-0.0002	0.0001	-0.0001
O	-0.0004	0.0002	0
O	-0.0001	0	0
O	-0.0018	0.0023	-0.0015
O	-0.0002	0.0001	0
O	-0.0003	0.0002	-0.0002
O	-0.0065	-0.0054	0.0002
O	0.0002	-0.0002	-0.0003
O	-0.0001	0.0002	0
O	-0.0001	-0.0005	-0.0006
O	0.0001	0.0001	-0.0006
O	-0.0003	0.0003	-0.0003
O	-0.0001	0.0001	-0.0004
O	0.0006	-0.0001	-0.0022
O	0.0008	-0.0002	-0.0006
O	0.0001	0	-0.0017
O	-0.0004	0	-0.0002
O	-0.0002	0	-0.0001
O	-0.0001	0.0003	-0.0004
O	-0.0002	0.0004	-0.0007
O	-0.0001	0.0002	-0.0003
O	0.0002	-0.0001	-0.0006
O	-0.0003	-0.0003	0.0004
O	-0.0003	-0.0001	0.0005
O	-0.0015	-0.0008	-0.0028
O	-0.0002	0.0001	-0.0001
O	-0.0005	-0.0001	0
O	-0.0008	0.0005	0
O	0.0003	0.0006	0.0008
O	0	0.0002	-0.0003
O	0.0003	0	0.0002
O	0.0001	0	0
O	-0.0002	0.0002	-0.0003
O	0	-0.0005	0.0009
O	-0.0001	0	0.0001
O	0.0002	0.0003	0.0011
O	-0.0007	0.0017	-0.0067
O	0.0001	0.0006	-0.0009
O	0	0.0001	-0.0004

The program warned: the cutoff lies below the one the program advises for these potential files; the exchange-correlation potential is rough where the density is thin.
